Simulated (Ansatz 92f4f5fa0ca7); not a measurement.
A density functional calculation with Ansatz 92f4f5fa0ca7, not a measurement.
Periodic cell of 424 atoms, Si264O160, from a study of silicon, its oxide and their interface. The atomic structure is a simulated model.
Doubt: the cutoff is far below the 930 eV that the study's wrapper takes by default for these files, so forces and energies are approximate.
This geometry differs little from another in the collection (a relaxation step or a small displacement).

Settings
functional: PBE
potential files: Ansatz PAW
basis: plane waves
wave-function cutoff: 580 eV
density cutoff ratio: 5
exchange-correlation grid ratio: 1
k mesh: 1 x 1 x 1, Gamma-centred
self-consistency stop: 5e-08 eV per atom in the density residual
occupations: fixed
spin: none
net charge: 0

Cell vectors (angstrom)
a	15.4687	0	0
b	0	12.8259	0
c	0	0	37.4233

Atoms and the computed forces on them: element, x, y, z (angstrom), force x, y, z (eV/angstrom)
Si	-0.027	1.188	34.697	-0.048	-0.01	-0.004
Si	3.863	1.173	34.733	0.01	0.002	-0.004
Si	7.666	1.152	34.756	0.001	0.016	0.008
Si	11.606	1.162	34.766	0.034	-0.005	-0.003
Si	1.901	7.574	34.708	0	-0.027	0.008
Si	5.742	7.557	34.781	-0.011	-0.005	0.004
Si	9.677	7.592	34.757	-0.001	0.011	0.048
Si	13.572	7.575	34.725	0.017	-0.018	0.009
Si	1.934	5.247	35.156	0.029	-0.065	-0.314
Si	5.801	5.247	35.156	-0.427	-0.348	0.281
Si	9.668	5.247	35.156	0.281	0.058	0.642
Si	13.535	5.247	35.156	-0.154	-0.032	-0.657
Si	0	11.66	35.156	-0.036	0.242	0.043
Si	3.867	11.66	35.156	0.035	0.025	0.104
Si	7.734	11.66	35.156	-0.203	0.15	0.395
Si	11.602	11.66	35.156	0.488	-0.009	-0.372
Si	0	4.664	36.393	0.07	-0.154	-0.152
Si	3.867	4.664	36.393	0.089	0.053	0.074
Si	7.734	4.664	36.393	0.038	0.051	-0.009
Si	11.602	4.664	36.393	-0.086	0.121	0.065
Si	1.934	11.077	36.393	0.004	0.101	0.024
Si	5.801	11.077	36.393	0.042	0.026	0.023
Si	9.668	11.077	36.393	-0.103	-0.105	-0.154
Si	13.535	11.077	36.393	-0.017	-0.007	-0.006
Si	0	2.332	36.805	0.015	-0.016	-0.194
Si	3.867	2.332	36.805	0.044	0.006	-0.034
Si	7.734	2.332	36.805	-0.204	0.029	0.022
Si	11.602	2.332	36.805	0.072	0.067	0.119
Si	1.934	8.745	36.805	-0.094	-0.074	-0.238
Si	5.801	8.745	36.805	-0.197	-0.001	0.208
Si	9.668	8.745	36.805	0.015	-0.038	0.195
Si	13.535	8.745	36.805	0.104	0.015	-0.094
Si	1.934	1.749	0.619	0.004	-0.046	-0.062
Si	5.801	1.749	0.619	0.023	0.077	0.013
Si	9.668	1.749	0.619	0.021	-0.036	-0.079
Si	13.535	1.749	0.619	-0.062	0.016	-0.025
Si	0	8.162	0.619	0.056	-0.009	-0.008
Si	3.867	8.162	0.619	0.079	0.015	0.012
Si	7.734	8.162	0.619	-0.035	-0.03	-0.013
Si	11.602	8.162	0.619	-0.014	-0.035	0.005
Si	0	5.83	1.031	-0.052	0.004	-0.045
Si	3.867	5.83	1.031	-0.098	-0.048	-0.029
Si	7.734	5.83	1.031	-0.06	-0.038	-0.025
Si	11.602	5.83	1.031	0.093	-0.082	-0.026
Si	1.934	12.243	1.031	0.013	-0.013	0.025
Si	5.801	12.243	1.031	-0.036	-0.037	0.023
Si	9.668	12.243	1.031	0.089	0.127	0.148
Si	13.535	12.243	1.031	0.012	0.028	0.061
Si	1.934	5.247	2.268	0.136	-0.02	-0.298
Si	5.801	5.247	2.268	0.035	0.042	-0.042
Si	9.668	5.247	2.268	-0.102	0.023	-0.133
Si	13.535	5.247	2.268	0.062	-0.043	-0.532
Si	0	11.66	2.268	0.098	-0.005	0.094
Si	3.867	11.66	2.268	0.099	-0.106	-0.134
Si	7.734	11.66	2.268	-0.158	0.074	0.528
Si	11.602	11.66	2.268	0.083	-0.017	0.185
Si	1.934	2.915	2.68	-0.019	0.081	0.063
Si	5.801	2.915	2.68	-0.018	-0.047	-0.007
Si	9.668	2.915	2.68	-0.006	-0.023	0.102
Si	13.535	2.915	2.68	0.063	-0.066	0.025
Si	0	9.328	2.68	-0.045	0.03	-0.008
Si	3.867	9.328	2.68	-0.074	-0.031	-0.074
Si	7.734	9.328	2.68	0.021	0.075	0.053
Si	11.602	9.328	2.68	0.038	0.075	0.024
Si	1.609	-2.256	23.755	0.009	0.016	-0.001
Si	4.051	-3.241	25.543	-0.014	0.039	-0.033
Si	9.44	-4.189	30.63	-0.022	0.123	0.035
Si	5.803	-3.106	29.816	-0.083	-0.01	-0.051
Si	2.215	3.919	28.303	-0.058	0	0.045
Si	4.309	9.924	16.894	0.089	0.013	0.015
Si	12.222	2.874	26.078	-0.037	0.015	0.06
Si	15.559	12.805	28.438	-0.001	0.21	-0.283
Si	-1.758	0.639	31.422	-0.191	0.072	-0.022
Si	10.072	9.175	21.977	-0.013	-0.013	0.028
Si	16.452	6.819	19.033	-0.005	-0.058	0.071
Si	10.025	3.956	29.769	0.039	-0.038	0.106
Si	3.785	10.435	28.606	-0.003	-0.038	0.02
Si	-1.179	14.295	25.984	0.135	-0.037	-0.005
Si	1.96	7.492	30.067	-0.068	0.019	-0.015
Si	13.718	9.358	28.206	-0.026	-0.002	-0.049
Si	0.161	1.35	30.308	-0.072	-0.137	-0.004
Si	7.631	7.669	20.63	-0.028	0.008	-0.033
Si	2.312	6.226	27.998	0.015	-0.008	-0.166
Si	5.732	0.425	31.322	-0.077	-0.064	0.087
Si	-0.443	10.746	29.494	-0.064	-0.036	0.152
Si	13.184	7.178	30.149	-0.067	-0.096	-0.169
Si	9.55	13.206	31.651	-0.05	-0.006	0.001
Si	12.596	7.857	23.366	0.01	-0.003	0.027
Si	7.47	7.008	25.559	-0.017	0.005	-0.048
Si	3.968	1.209	29.93	0.027	0.141	0.004
Si	7.728	4.798	32.188	-0.076	0.14	-0.088
Si	11.282	7.188	31.468	-0.026	-0.148	0.027
Si	-0.098	7.032	31.253	0.069	-0.009	0.01
Si	6.36	4.928	28.992	-0.096	-0.001	0.152
Si	5.851	7.231	30.175	0.067	0.008	-0.069
Si	7.85	10.349	28.687	0.005	-0.019	-0.026
Si	2.068	-1.734	31.863	-0.063	0.041	0.002
Si	7.718	1.1	30.367	0.09	0.03	-0.115
Si	9.714	-2.056	31.938	-0.049	-0.004	-0.089
Si	13.834	-1.685	31.685	-0.006	-0.023	-0.017
Si	-6.396	2.055	26.262	0.009	0	-0.023
Si	3.848	6.944	31.412	0.016	0.02	-0.021
Si	7.74	7.162	31.559	0.007	-0.055	0.021
Si	17.262	9.855	29.864	0.126	0.023	-0.071
Si	0.314	3.583	29.717	0.035	0.061	-0.164
Si	3.845	4.62	31.731	-0.054	-0.052	0.068
Si	7.782	3.493	30.308	0.031	-0.03	-0.084
Si	11.255	4.798	31.724	0.011	0.07	-0.065
Si	2.109	13.468	31.386	0.025	-0.033	0.062
Si	5.822	10.917	31.868	0.065	0.05	-0.029
Si	11.745	15.789	21.567	-0.001	-0.004	0.036
Si	15.44	4.729	31.77	-0.072	-0.018	0.016
Si	1.899	4.087	33.037	0.041	0.013	-0.002
Si	5.709	4.091	33.107	-0.023	-0.004	0.053
Si	9.631	4.024	33.208	0.11	-0.092	0.043
Si	13.393	4.177	32.926	-0.044	-0.022	0.013
Si	0.117	10.534	33.101	0.043	0.001	-0.001
Si	3.917	10.45	33.135	0.018	-0.015	0.027
Si	7.749	10.457	33.178	0.026	0.02	0.031
Si	11.778	10.497	33.028	0.026	0.019	0.012
Si	1.942	1.755	33.482	0.012	-0.014	-0.025
Si	5.765	1.703	33.41	-0.004	-0.006	-0.023
Si	9.634	1.666	33.607	0.002	0.03	-0.02
Si	13.467	1.828	33.451	0.023	0	-0.047
Si	0.001	8.173	33.391	-0.02	0.016	-0.009
Si	3.85	8.117	33.485	-0.027	0.009	0.013
Si	7.678	8.18	33.658	0.045	0.005	-0.048
Si	11.63	8.197	33.549	-0.011	0.052	-0.011
Si	0	2.332	3.917	0.015	-0.234	-0.242
Si	3.867	2.332	3.917	0.162	-0.363	-0.354
Si	7.734	2.332	3.917	-0.259	-0.195	0.198
Si	11.602	2.332	3.917	0.014	-0.209	0.269
Si	1.934	8.745	3.917	0.335	0.361	0.007
Si	5.801	8.745	3.917	-0.233	0.306	0.412
Si	9.668	8.745	3.917	-0.079	0.047	0.02
Si	13.535	8.745	3.917	0.118	0.348	-0.235
Si	1.957	6.439	4.28	0.017	0.007	-0.022
Si	5.829	6.427	4.324	-0.022	0.01	-0.016
Si	9.666	6.403	4.321	-0.01	0.002	-0.009
Si	13.542	6.426	4.252	-0.005	0.006	-0.008
Si	0.065	12.824	4.342	0.017	0.006	-0.039
Si	3.892	12.818	4.305	0.009	0.007	-0.016
Si	7.683	12.822	4.436	-0.017	0.013	-0.011
Si	11.627	12.817	4.362	0.008	-0.018	0.024
Si	0.007	5.844	5.396	-0.018	-0.014	0.049
Si	3.875	5.827	5.481	0.017	-0.02	0.014
Si	7.738	5.826	5.576	0.015	-0.037	0.014
Si	11.644	5.732	5.415	-0.022	0.014	-0.009
Si	2.025	12.277	5.606	0.016	-0.014	0.037
Si	5.677	12.292	5.765	-0.003	-0.035	0.013
Si	9.676	12.281	5.641	0.01	0.008	0.023
Si	13.633	12.311	5.616	-0.032	-0.009	-0.006
Si	-0.008	3.578	5.88	0.012	-0.045	-0.003
Si	3.883	3.553	5.879	-0.03	-0.009	0.028
Si	7.654	3.481	5.991	-0.006	0.016	-0.003
Si	11.59	3.457	6.025	0.003	-0.038	0.002
Si	2.079	9.844	6.042	0.024	0.03	-0.06
Si	5.696	9.823	6.123	-0.062	0.039	-0.06
Si	9.622	9.913	5.989	0.01	0.04	-0.042
Si	13.671	9.954	5.947	0.031	0.038	-0.062
Si	1.939	3.194	7.123	-0.016	-0.006	0.018
Si	5.698	3.177	7.348	0.005	0.008	-0.006
Si	9.574	3.006	7.267	-0.054	0.005	0.004
Si	13.625	3.068	7.266	0.015	-0.007	0.006
Si	0.132	6.801	7.503	0.021	0.057	-0.031
Si	3.829	8.885	7.467	0.069	-0.055	-0.061
Si	7.687	6.841	7.716	0.019	0.018	-0.002
Si	11.68	9.347	6.966	-0.036	0.059	0.054
Si	0.309	10.243	9.267	0.107	0.025	0.065
Si	8.51	5.994	18.289	-0.032	0.053	0.064
Si	9.09	12.447	9.608	-0.052	-0.104	0.134
Si	13.613	6.657	8.737	-0.061	0.022	0.034
Si	7.797	9.566	11.029	-0.093	-0.043	0.079
Si	5.272	12.804	12.528	-0.025	-0.006	0.003
Si	11.633	15.724	10.032	-0.039	0.024	-0.009
Si	17.757	13.439	12.984	0	0.01	0.018
Si	9.241	1.953	11.743	0.049	-0.111	-0.017
Si	3.852	6.459	7.752	-0.063	0.048	-0.03
Si	11.778	7.062	7.277	0.182	-0.059	0.022
Si	15.968	1.583	10.804	0.02	0.008	-0.041
Si	5.872	18.195	11.088	-0.01	0.058	0.093
Si	2.361	13.642	7.561	-0.036	0.02	0.011
Si	4.92	13.648	7.741	0.005	0.015	-0.014
Si	14.89	12.847	13.092	0.019	0.022	-0.001
Si	-1.506	0.716	7.651	0.048	0.041	-0.081
Si	0.109	4.024	10.6	0.01	-0.027	-0.008
Si	9.899	1.169	18.559	-0.007	-0.039	-0.042
Si	13.563	4.277	9.39	-0.009	0.005	0.034
Si	1.815	5.306	8.401	0.053	-0.055	0.034
Si	5.405	12.026	9.452	-0.112	-0.168	-0.003
Si	9.924	6.601	8.546	-0.233	-0.136	0.229
Si	5.116	8.179	12.025	0.028	-0.014	-0.168
Si	5.826	3.018	13.238	-0.069	0.047	-0.021
Si	0.144	9.214	7.144	-0.043	-0.076	0.073
Si	5.796	5.388	8.646	0.05	-0.051	0.016
Si	11.827	1.328	16.191	0.03	-0.009	-0.033
Si	-5.544	13.526	7.681	0.027	0.087	-0.102
Si	7.68	9.281	7.259	-0.029	-0.011	0.1
Si	11.879	9.721	9.227	-0.019	-0.053	0.099
Si	12.915	8.032	11.968	-0.096	0.016	-0.004
Si	5.637	-4.313	14.46	-0.008	0.021	0.088
Si	3.484	2.37	15.262	-0.023	-0.016	0.003
Si	7.328	1.385	17.006	-0.032	-0.047	0.013
Si	8.807	4.735	11.212	0.014	0.163	-0.041
Si	0.729	4.732	23.571	0.032	-0.065	0.018
Si	3.22	13.012	22.685	0.052	0.034	-0.049
Si	14.68	5.652	13.247	-0.012	-0.011	-0.009
Si	21.236	3.771	18.229	-0.023	0.01	0.044
O	21.154	-0.442	11.022	-0.013	0.015	-0.037
O	-6.743	-24.985	10.88	0.056	0.039	-0.009
O	10.728	2.527	29.273	-0.046	0.031	0.023
O	-0.848	16.697	28.559	0.036	0.066	0.069
O	12.364	-8.867	27.319	0.044	0.046	-0.006
O	8.997	9.176	29.083	0.019	-0.026	0.031
O	8.101	28.477	20.787	0.027	0.023	-0.026
O	-9.321	17.487	19.56	0.003	0.001	-0.026
O	5.639	9.821	17.854	-0.025	-0.027	-0.05
O	6.58	8.554	11.406	-0.01	0.051	-0.007
O	-7.416	-1.684	24.924	-0.011	-0.009	0.002
O	5.574	-2.736	25.127	0.023	-0.011	0.018
O	4.481	0.048	18.852	-0.028	0.037	-0.057
O	-0.044	8.927	15.186	0.011	-0.005	0.023
O	24.152	19.845	19.547	0.012	-0.012	-0.046
O	17.52	7.335	15.865	-0.016	0.003	-0.019
O	1.48	17.272	25.022	0.01	0.042	0.031
O	19.834	12.582	21.512	-0.03	0.02	0.012
O	8.795	17.287	18.807	0.031	-0.043	0.021
O	-8.507	-3.297	14.397	0.016	0.004	0.008
O	-4.545	14.883	22.684	-0.009	0.002	-0.021
O	8.004	23.487	12.214	0.013	0.017	-0.025
O	6.107	11.909	13.606	-0.027	0.034	0.005
O	27.043	11.602	11.781	0.043	-0.102	-0.029
O	-1.523	-8.193	14.304	0.033	0.027	-0.032
O	8.519	31.816	26.483	-0.038	-0.083	0.072
O	8.171	23.2	18.42	0.096	-0.008	-0.042
O	1.633	12.77	27.794	-0.02	-0.016	0.117
O	11.332	-1.705	14.296	0.061	-0.017	-0.035
O	1.712	2.464	18.383	-0.004	0.004	-0.004
O	10.692	3.522	20.458	0.004	0.017	-0.006
O	-2.742	-2.856	27.076	0.016	-0.015	0.018
O	10.715	15.001	26.115	-0.049	-0.032	-0.009
O	3.035	-3.664	17.587	-0.026	-0.022	0.012
O	0.279	-14.427	24.464	-0.019	0.006	-0.016
O	-5.735	5.076	28.548	0.027	0.006	0.007
O	11.624	7.784	16.512	0.005	0.003	0.019
O	10.299	-13.009	19.423	0.016	-0.006	0.001
O	4.931	-6.248	11.695	-0.002	0.027	-0.028
O	-8.39	-6.296	17.639	-0.032	0	-0.014
Si	6.05	-7.663	23.842	-0.001	-0.035	-0.049
Si	-4.988	8.085	10.276	0.058	0.057	-0.003
Si	15.185	7.122	26.539	0.068	-0.003	0.006
Si	11.997	13.61	8.895	-0.053	-0.073	0.127
Si	5.371	12.396	20.165	-0.015	-0.08	0.032
Si	9.982	4.384	9.192	0.062	-0.088	-0.11
Si	-0.723	-3.535	19.084	0.016	-0.009	0.01
Si	3.289	-0.149	27.988	-0.073	-0.06	-0.284
Si	9.447	10.036	17.438	-0.048	-0.013	-0.016
Si	19.372	13.769	25.044	-0.06	0.039	-0.038
Si	1.665	3.134	26.018	0.015	-0.036	-0.097
Si	-1.924	4.908	27.921	-0.059	-0.012	0.058
Si	6.712	15.016	24.315	-0.07	0.007	0.026
Si	0.458	0.043	8.913	0.075	-0.004	0.024
Si	18.401	16.25	17.889	0.013	-0.021	-0.01
Si	-0.891	13.079	15.9	0.005	0.032	0.003
Si	-5.246	0.578	22.719	-0.027	-0.011	0.035
Si	4.638	12.874	17.208	0.005	-0.02	0.058
Si	0.219	15.301	17.7	0.021	-0.016	-0.013
Si	20.003	-6.094	25.812	-0.035	-0.003	-0.01
Si	-2.761	4.27	15.322	-0.013	-0.029	0.006
Si	9.289	15.979	19.684	-0.045	-0.007	0.019
Si	18.399	-7.573	20.233	-0.018	-0.088	0.083
Si	-3.242	21.835	17.445	-0.022	-0.011	-0.034
Si	6.636	10.249	19.096	-0.107	0.029	0.077
Si	-4.195	11.747	10.157	0.002	0.111	0.093
Si	3.399	9.687	9.697	-0.024	0.039	0.23
Si	7.521	14.287	21.466	-0.063	-0.004	-0.003
Si	5.705	6.341	16.741	-0.01	0.03	-0.02
Si	5.892	5.766	20.782	-0.023	-0.062	-0.009
Si	14.089	-1.103	20.788	-0.009	0.021	0.041
Si	8.368	4.93	27.587	0.087	-0.022	-0.062
Si	-4.392	-1.166	20.475	-0.015	0.023	0.025
Si	15.994	7.381	15.277	0.026	0.012	-0.019
Si	12.194	10.112	25.552	0.008	-0.004	-0.015
Si	10.138	11.919	15.075	-0.007	0.006	0.015
Si	-4.51	1.025	29.937	0.003	0.01	-0.067
Si	-0.701	-2.801	16.225	-0.002	0.012	-0.024
Si	7.97	15.683	14.215	0.044	-0.014	0.04
Si	-0.768	5.232	17.146	-0.001	-0.031	0.012
Si	8.752	12.724	28.547	0.044	0.024	-0.004
Si	14.325	11.927	24.025	0.021	-0.039	0.037
Si	7.152	9.957	25.587	-0.011	0.029	-0.008
Si	17.064	3.033	21.984	0.095	-0.025	0.051
Si	4.242	3.612	29.541	0.011	-0.066	-0.014
Si	15.597	-5.019	23.488	0.019	0.001	-0.008
Si	-1.555	8.791	9.997	-0.03	-0.063	-0.03
Si	-5.568	18.122	14.088	-0.002	0.013	0.023
Si	7.435	-1.873	13.701	0.006	-0.04	-0.012
Si	12.972	17.575	23.646	0.037	0.036	0.032
Si	-0.979	14.708	20.369	0.038	0.005	0.018
Si	-3.121	-1.918	13.039	-0.056	-0.008	-0.116
Si	-5.416	-5.409	16.171	-0.016	0.009	-0.019
Si	7.428	10.787	9.105	-0.021	0.055	-0.056
Si	2.722	7.547	17.372	0.08	0.011	-0.04
Si	9.634	11.149	24.498	0.019	-0.012	0
O	12.789	-4.296	29.274	0.053	0.025	-0.001
O	17.851	1.59	22.312	0	0.012	0.01
O	15.593	13.939	16.826	-0.011	-0.007	-0.002
O	37.811	2.608	17.989	0.012	0.014	0.003
O	-3.216	-21.855	24.736	-0.016	0.003	0.004
O	12.316	-4.115	24.733	0.005	0.009	0.002
O	1.25	-6.074	26.873	-0.06	-0.007	0.05
O	10.41	-12.919	28.832	-0.04	-0.006	0.02
O	-29.792	-16.57	23.188	-0.002	-0.012	-0.01
O	13.848	-1.236	13.078	-0.045	-0.013	0.01
O	13.118	30.546	16.807	0.023	0.014	0.011
O	14.794	13.107	20.291	-0.008	-0.009	-0.017
O	19.472	21.832	11.098	0.036	-0.048	-0.017
O	11.159	14.493	17.635	-0.02	-0.004	0.019
O	19.415	-1.598	9.505	0.136	0.125	-0.008
O	-9.427	-5.749	26.361	0.013	-0.013	0.015
O	-6.848	13.558	27.122	-0.003	-0.028	0.033
O	14.205	-7.01	26.716	0.027	0.039	0.031
O	3.876	20.856	25.082	0.001	-0.023	-0.006
O	2.801	4.887	18.615	0.005	0.03	-0.019
O	-21.152	-2.686	23.246	-0.006	0.017	0
O	-4.269	-0.419	21.911	0.005	0	-0.014
O	-6.697	0.557	21.977	0.024	-0.009	-0.008
O	-8.991	3.775	24.535	0	-0.006	-0.013
O	9.121	-4.083	16.463	0.012	-0.014	0.006
O	2.847	2.194	25.335	-0.013	0.015	0.052
O	-2.396	-1.6	24.771	-0.007	-0.01	-0.004
O	8.98	27.497	13.351	-0.006	0.012	-0.004
O	5.943	4.997	22.233	-0.018	-0.027	0.073
O	3.854	12.847	26.425	-0.008	-0.046	0.216
O	10.34	10.21	20.722	0.017	0.01	-0.02
O	9.802	18.04	12.449	-0.002	0.011	-0.041
O	-11.793	-0.231	12.835	0.027	-0.007	-0.005
O	2.418	-23.961	14.22	-0.003	-0.002	-0.001
O	15.3	-20.956	12.083	0.004	0.019	-0.009
O	-7.248	14.694	24.859	0.039	0.008	0.032
O	12.51	-6.53	23.83	-0.004	-0.02	-0.014
O	-5.41	12.703	24.184	0.01	-0.002	-0.028
O	13.594	-6.075	12.72	-0.022	0.023	-0.013
O	-1.153	0.663	24.531	-0.021	0.02	-0.011
O	-0.926	2.493	18.857	-0.014	0.001	0.005
O	15.661	-23.255	26.001	-0.068	-0.012	0.023
O	14.579	17.322	23.73	-0.061	0.013	-0.01
O	8.642	13.522	17.635	0.026	0.012	0.004
O	45.935	6.569	16.267	0.002	0.004	0.037
O	-7.579	21.363	25.204	-0.003	-0.003	0.001
O	-0.732	13.814	11.776	-0.007	0.009	-0.005
O	30.634	7.763	25.062	-0.02	-0.022	0.066
O	-7.246	16.026	11.388	0.028	0.024	-0.044
O	25.204	19.663	14.662	0.004	-0.012	0
O	-4.108	4.86	14.649	-0.014	0.007	0.006
O	50.787	2.928	18.458	-0.004	0.005	-0.005
O	-9.511	19.887	15.26	0.003	-0.005	-0.009
O	13.138	-15.777	16.377	0.009	-0.011	0.02
O	25.354	-1.506	16.556	-0.001	0.022	-0.019
O	-0.575	10.425	20.243	-0.008	-0.01	-0.024
O	18.183	-8.944	21.095	0.007	0.033	-0.04
O	12.446	15.494	15.501	-0.01	0.003	0.021
O	1.402	4.885	9.977	0.007	0.021	-0.031
O	-6.314	-4.155	11.028	0.075	-0.048	-0.036
O	0.186	2.631	21.239	-0.069	-0.013	-0.034
O	22.949	5.703	11.315	0.019	-0.024	-0.054
O	-8.882	14.66	22.734	0.012	0.007	0.011
O	-2.83	-1.306	20.057	0.009	-0.007	-0.015
O	15.49	-9	16.788	-0.002	0.036	0.031
O	10.697	13.453	15.234	-0.008	-0.001	0.015
O	-0.186	5.695	18.61	-0.044	-0.018	-0.047
O	-0.7	21.114	27.572	-0.022	-0.035	-0.006
O	-2.225	34.354	18.704	0.001	0.001	0.004
O	-11.185	32.575	17.337	0	-0.004	0.008
O	19.317	-3.211	27.155	0.002	0.018	0.046
O	7.229	6.263	24.123	0.004	0.012	0.046
O	15.106	-1.283	15.753	0.001	-0.012	0.012
O	-20.301	-27.869	25.674	0.006	-0.002	0.012
O	2.854	48.885	24.81	0.012	-0.012	0.018
O	6.733	-3.861	20.14	0.053	-0.041	-0.032
O	0.448	19.378	13.87	-0.006	-0.014	-0.008
O	15.43	22.657	17.701	-0.002	-0.006	0.018
O	-0.987	26.039	27.225	0.082	-0.07	0.176
O	-9.886	4.692	16.865	0.011	0.011	-0.012
O	8.659	-1.054	14.396	-0.011	0.005	0.023
O	19.752	18.928	20.585	-0.022	0.005	-0.013
O	0.186	-4.735	19.644	-0.035	0.028	-0.017
O	-4.006	20.249	11.437	0.064	0.074	-0.016
O	-2.863	9.292	12.982	-0.001	0.01	-0.039
O	3.76	-6.501	27.181	-0.031	0	0.023
O	14.128	8.076	22.75	-0.011	-0.002	0.001
O	13.059	0.287	16.482	-0.014	0.002	0.014
O	4.684	15.918	14.431	0.029	0.009	-0.019
O	-12.614	3.525	16.25	0	0.007	0.002
O	28.473	5.875	29.119	0.104	0.037	0.007
O	-8.231	-2.741	27.192	0.01	-0.004	0.039
O	-9.231	25.829	16.894	0.027	0.022	-0.012
O	-20.118	15.18	11.436	0.021	0.005	0.002
O	7.643	-10.82	15.559	0.016	0.029	-0.055
O	-9.987	1.417	25.054	0.083	0.043	0
O	-9.993	4.08	12.028	-0.029	-0.025	-0.01
O	-17.963	14.909	20.939	-0.014	0.002	-0.021
O	-6.746	-17.404	21.745	0.048	0.025	0.007
O	17.652	-1.125	22.693	-0.054	-0.07	-0.012
O	1.961	14.268	11.6	-0.011	0.004	0.007
O	-10.805	18.438	24.615	0.006	0.022	0.022
O	20.01	-16.373	15.406	-0.004	0.007	0.009
O	-11.491	11.496	16.661	-0.02	0.008	-0.003
O	9.669	6.204	17.185	0.011	-0.009	0.012
O	12.553	0.884	30.226	0.22	-0.031	0.124
O	-0.9	13.746	14.41	-0.001	-0.005	0.004
O	17.238	22.601	9.955	-0.189	0.019	-0.113
O	1.691	6.272	20.413	-0.009	0.025	-0.036
O	-8.829	-12.237	20.407	0.067	0.1	0.026
O	8.74	17.088	14.635	-0.002	-0.012	0.006
O	8.479	16.263	26.914	-0.01	0.018	-0.007
O	5.67	1.535	12.591	0.003	-0.016	0
O	10.903	35.342	18.145	0.02	0.007	0.02
O	0.862	32.005	23.175	-0.016	0.051	-0.021
O	16.486	-0.42	13.18	0	-0.01	0.022
O	14.101	-1.061	22.419	0.002	0.004	-0.004
O	12.408	4.29	22.199	-0.002	0.005	-0.03
O	-11.541	1.209	16.326	-0.007	0.026	-0.004
O	-4.046	-17.387	22.279	0.003	0.004	-0.016

Results
free energy: -258812.192 eV
free energy less fixed offsets of O -568.88, Si -635.61 eV per atom: 9.648 eV

The program warned: the cutoff lies below the one the program advises for these potential files; the exchange-correlation potential is rough where the density is thin.
